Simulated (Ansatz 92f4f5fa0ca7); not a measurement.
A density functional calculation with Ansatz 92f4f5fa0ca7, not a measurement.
Periodic cell of 223 atoms, Si133O90, from a study of silicon, its oxide and their interface. The atomic structure is a simulated model.
Doubt: the cutoff is far below the 930 eV that the study's wrapper takes by default for these files, so forces and energies are approximate.

Settings: functional PBE; potential files Ansatz PAW; basis plane waves; wave-function cutoff 580 eV; density cutoff ratio 5; exchange-correlation grid ratio 1; k mesh 1 x 1 x 1, Gamma-centred; self-consistency stop 5e-08 eV per atom in the density residual; occupations fixed; spin none; net charge 0.

Cell vectors (angstrom)
a	10.938	0	0
b	0	10.938	0
c	0	0	32.236

Atoms: element, x, y, z (angstrom)
Si	0.24	-0.2222	24.7505
Si	5.7907	-0.1847	24.8121
Si	2.4204	2.9237	24.737
Si	8.0173	2.767	25.0228
Si	0.1587	5.1795	24.6543
Si	5.8398	5.1065	24.9582
Si	2.4701	8.4169	24.434
Si	8.0911	8.5669	24.7948
Si	1.3679	1.3443	26.1003
Si	6.8238	1.2752	26.3169
Si	4.0641	4.0544	26.0797
Si	9.6359	4.0488	26.1245
Si	1.3679	6.8226	25.9003
Si	6.9277	6.8741	26.0401
Si	4.0965	9.5097	25.8996
Si	9.6333	9.6234	26.1584
Si	2.7909	-0.0371	27.397
Si	8.2678	-0.0277	27.5596
Si	0.023	2.6871	27.4929
Si	5.4138	2.7206	27.5129
Si	2.725	5.4961	27.3986
Si	8.2487	5.4754	27.449
Si	0.0348	8.1497	27.4202
Si	5.4621	8.1841	27.3871
Si	4.1018	1.3673	28.8178
Si	9.5708	1.3673	28.8178
Si	1.3673	4.1018	28.8178
Si	6.8362	4.1018	28.8178
Si	4.1018	6.8362	28.8178
Si	9.5708	6.8362	28.8178
Si	1.3673	9.5708	28.8178
Si	6.8362	9.5708	28.8178
Si	0	0	30.185
Si	5.469	0	30.185
Si	2.7345	2.7345	30.185
Si	8.2035	2.7345	30.185
Si	0	5.469	30.185
Si	5.469	5.469	30.185
Si	2.7345	8.2035	30.185
Si	8.2035	8.2035	30.185
Si	1.3673	1.3673	31.5523
Si	6.8362	1.3673	31.5523
Si	4.1018	4.1018	31.5523
Si	9.5708	4.1018	31.5523
Si	1.3673	6.8362	31.5523
Si	6.8362	6.8362	31.5523
Si	4.1018	9.5708	31.5523
Si	9.5708	9.5708	31.5523
Si	2.7345	0	0.6835
Si	8.2035	0	0.6835
Si	0	2.7345	0.6835
Si	5.469	2.7345	0.6835
Si	2.7345	5.469	0.6835
Si	8.2035	5.469	0.6835
Si	0	8.2035	0.6835
Si	5.469	8.2035	0.6835
Si	4.1018	1.3673	2.0507
Si	9.5708	1.3673	2.0507
Si	1.3673	4.1018	2.0507
Si	6.8362	4.1018	2.0507
Si	4.1018	6.8362	2.0507
Si	9.5708	6.8362	2.0507
Si	1.3673	9.5708	2.0507
Si	6.8362	9.5708	2.0507
Si	0	0	3.418
Si	5.469	0	3.418
Si	2.7345	2.7345	3.418
Si	8.2035	2.7345	3.418
Si	0	5.469	3.418
Si	5.469	5.469	3.418
Si	2.7345	8.2035	3.418
Si	8.2035	8.2035	3.418
Si	1.3609	1.3821	4.8084
Si	6.7991	1.4018	4.8302
Si	4.1067	4.111	4.7706
Si	9.5419	4.1155	4.7984
Si	1.3355	6.8701	4.7596
Si	6.8437	6.8371	4.7473
Si	4.0611	9.63	4.8158
Si	9.5343	9.5806	4.7349
Si	2.7227	0.0585	6.2735
Si	8.1604	-0.0299	6.1407
Si	-0.0444	2.7604	6.172
Si	5.4938	2.8348	6.2469
Si	2.6866	5.4852	6.0777
Si	8.1971	5.4977	6.1767
Si	-0.0387	8.2357	6.1072
Si	5.4833	8.2349	6.0763
Si	3.8284	1.7807	7.5196
Si	9.7231	1.1417	7.4262
Si	1.5187	3.9779	7.4721
Si	6.5657	4.5359	7.5892
Si	4.2492	6.6992	7.3148
Si	9.3967	7.0415	7.4784
Si	1.0103	9.8318	7.4602
Si	7.094	9.2406	7.4635
O	3.4791	5.4613	21.8795
O	2.6245	2.8439	7.9106
O	8.3752	1.9743	23.6369
O	5.2288	7.5777	21.6207
O	-2.019	1.7896	8.7192
O	5.3366	5.5997	7.8815
O	6.9321	9.6527	24.2577
O	1.3224	4.0652	24.187
O	3.5419	7.3791	8.6298
O	0.9791	4.6432	8.8771
O	8.254	8.1524	7.9226
O	3.7283	9.9977	9.2445
O	7.1905	4.3456	9.1094
O	4.4919	1.4809	9.0091
O	5.4694	10.9512	11.0058
O	7.2763	2.3944	10.7852
O	6.9397	3.9328	24.6091
O	10.2748	5.7634	23.322
O	5.3107	0.791	23.5677
O	5.3238	5.4773	23.4632
O	-1.542	7.3577	18.3335
O	2.905	7.9043	22.8962
O	9.1089	8.1697	23.5308
O	-0.4249	11.3529	23.3857
Si	-9.2481	-5.113	16.2208
Si	-6.1301	10.9499	17.1369
Si	1.6974	-2.634	14.6273
Si	-1.6645	6.8332	22.5875
Si	4.9246	4.7076	22.0777
Si	11.631	14.0174	16.4876
Si	-2.4091	1.4778	10.2718
Si	4.5177	1.0011	19.7655
Si	2.1818	7.008	11.7281
Si	4.3074	1.6534	22.6286
Si	-1.7558	3.5454	17.8785
Si	13.8437	12.466	15.2032
Si	-1.5665	4.7388	12.317
Si	-5.3492	6.2514	16.8461
Si	-6.2452	5.3455	12.1951
Si	-1.8589	7.3817	13.9967
Si	10.3545	1.9447	12.6775
Si	-1.5078	1.34	22.6001
Si	2.8882	8.6308	9.4245
Si	19.9597	7.8631	19.8379
Si	6.5915	17.6469	21.2509
Si	-1.7504	11.0173	19.9628
Si	-6.1498	8.6623	15.1425
Si	6.894	3.9804	10.6771
Si	2.4357	3.2632	19.1795
Si	3.1941	-4.7316	18.8609
Si	-10.8567	5.6022	9.8386
Si	15.2404	4.3867	15.1381
Si	-0.1825	10.0846	13.5168
Si	6.9886	1.5307	18.3984
Si	-4.2144	-0.8815	10.4523
Si	-15.5655	-2.9301	12.715
Si	-6.7974	0.3587	10.1331
Si	-0.2074	13.485	20.312
Si	12.9295	0.7399	12.4324
Si	19.6383	-4.3693	17.0762
Si	3.6306	-3.8422	21.6595
O	-2.8127	10.8651	10.5147
O	5.313	-1.3013	16.3314
O	1.6764	7.5951	13.1529
O	-6.0554	4.6548	13.6499
O	-4.9601	5.2091	20.8995
O	1.3523	1.9821	15.4853
O	4.0661	0.7106	21.3049
O	7.4172	-3.3911	20.1063
O	-3.2578	13.8814	17.9995
O	9.8707	3.5801	19.3704
O	-1.1912	8.782	13.3948
O	1.3331	9.5955	24.1815
O	1.0685	7.1824	15.6057
O	-2.8021	0.4316	18.7687
O	-0.8169	2.6205	16.8921
O	6.0258	12.5839	19.7196
O	-1.7838	-3.732	15.6331
O	1.6624	3.1972	17.7728
O	15.4071	-0.2876	18.7327
O	-2.3039	0.458	21.4661
O	-1.0833	1.7146	11.1539
O	3.2498	4.6497	19.3572
O	5.4338	6.7804	12.1425
O	-1.2354	3.366	13.1879
O	20.3855	9.429	19.8821
O	-7.0704	2.8341	15.1879
O	3.509	13.0177	19.1305
O	2.95	8.2535	11.0039
O	-6.3368	6.57	18.108
O	13.8742	0.7294	13.7755
O	-4.0424	8.7688	11.4102
O	2.9972	-3.6864	20.1286
O	7.5115	-3.503	13.6256
O	0.7603	-1.2951	14.7847
O	1.9602	-4.7006	17.7873
O	3.4765	0.5764	16.3892
O	7.8212	4.7778	11.7787
O	1.4078	8.975	8.8258
O	0.6398	-6.3253	15.9222
O	-7.8258	5.6676	11.9054
O	-8.0063	11.7499	11.1186
O	-0.0811	0.0454	7.9637
O	-0.3916	0.9964	19.7496
O	7.0929	6.6172	17.2896
O	1.3495	3.0087	20.3659
O	-1.2466	6.0504	13.2429
O	-5.5209	8.9986	13.6712
O	4.9277	-7.8454	22.1386
O	0.9677	6.6408	10.717
O	0.9583	-11.497	12.3313
O	7.7108	6.3583	22.4146
O	10.2658	4.6866	10.9518
O	-4.8658	11.9976	17.1283
O	10.1818	2.5848	21.8448
O	-0.9607	11.5474	13.6167
O	9.8505	7.1486	21.078
O	11.984	2.0767	12.556
O	-15.4495	-1.2328	8.8884
O	5.2339	-3.7752	15.5445
O	9.1282	5.013	17.2163
O	-5.5161	15.6451	16.2986
O	14.1175	8.7502	15.0652
O	2.9326	2.0308	23.4256
O	-0.9558	6.4377	8.8978
O	5.3437	4.3241	11.0859
O	-7.8862	5.3924	15.44

Results
free energy: -135736.360 eV
free energy less fixed offsets of O -568.88, Si -635.61 eV per atom: -1.030 eV

Forces (eV/angstrom), in the order of the atoms: element, x, y, z
Si	0.09	-0.1135	-0.2374
Si	0.1771	-0.0351	-0.1126
Si	-0.1463	0.0821	-0.2211
Si	-0.1666	0.1249	0.0179
Si	0.0973	-0.0779	-0.0433
Si	0.0639	-0.196	-0.0949
Si	0.008	-0.0177	0.0218
Si	-0.0316	0.1531	-0.2263
Si	0.0069	0.0359	0.0768
Si	-0.0073	0.0269	0.0228
Si	0.1022	0.0134	0.1012
Si	-0.0038	-0.0099	0.0066
Si	0.0207	0.0209	-0.0214
Si	0.0078	-0.0333	0.0884
Si	-0.0398	-0.052	-0.0209
Si	-0.0697	-0.0143	0.1442
Si	-0.0038	-0.0046	0.0163
Si	-0.0383	-0.0276	-0.0647
Si	-0.0035	0.0356	-0.0389
Si	0.0724	0.0374	-0.1349
Si	-0.0209	0.0046	0.0038
Si	0.0056	-0.036	-0.077
Si	0.0087	0.0299	-0.0366
Si	-0.0227	0.0285	0.0194
Si	-0.2763	-0.425	0.3555
Si	0.2088	0.1807	0.7733
Si	0.1341	0.1421	-0.1184
Si	-0.012	0.1446	-0.1064
Si	-0.009	0.0214	-0.2802
Si	0.2556	-0.0298	0.104
Si	0.2088	-0.1427	-0.382
Si	-0.1898	-0.3476	0.0369
Si	-0.0333	0.107	0.0023
Si	-0.0371	0.0141	-0.0028
Si	-0.0386	-0.0198	-0.0075
Si	0.0582	-0.0236	0.0064
Si	-0.0332	0.0086	-0.0005
Si	0.0099	0.0314	-0.0342
Si	0.0255	0.0449	-0.0247
Si	-0.0997	-0.047	-0.013
Si	0.0136	-0.0147	-0.0047
Si	-0.0111	0.0063	-0.0274
Si	0.0466	-0.0495	-0.0209
Si	-0.0186	0.0318	-0.0166
Si	0.0129	-0.0216	-0.0325
Si	0.0451	-0.0263	0.003
Si	0.0215	-0.027	-0.0227
Si	0.0212	-0.0191	-0.0274
Si	0.0219	0.0267	0.0115
Si	-0.0137	0.047	0.0209
Si	-0.0547	-0.0091	0.0128
Si	-0.0011	0.0072	0.0251
Si	-0.0317	0.0387	0.0208
Si	0.0066	-0.0082	0.0253
Si	-0.0122	-0.0253	0.021
Si	-0.0496	0.0532	0.007
Si	-0.0097	-0.0089	-0.0108
Si	0.048	-0.0198	0.0354
Si	0.032	-0.0233	0.0407
Si	-0.0271	-0.0122	-0.0073
Si	0.0975	-0.0066	0.025
Si	-0.0344	-0.0051	-0.0353
Si	0.016	0.0306	-0.0113
Si	0.0375	-0.0866	0.0299
Si	0.0707	0.1166	-0.0266
Si	-0.1798	0.278	0.2102
Si	0.0524	-0.112	0.015
Si	-0.1585	-0.0364	0.1785
Si	-0.2168	0.0281	0.0032
Si	0.011	-0.0186	-0.2294
Si	0.0213	0.2478	0.0662
Si	-0.0592	-0.0787	-0.4623
Si	-0.0284	0.0059	0.0073
Si	0.0399	-0.0302	0.0305
Si	-0.0122	0.002	0.04
Si	0.0019	-0.0253	0.038
Si	0.0177	-0.0221	0.0514
Si	0.0008	0.0086	0.0574
Si	0.0483	-0.0096	0.0183
Si	-0.0005	0.0328	0.0995
Si	-0.0077	0.0007	-0.0559
Si	0.0431	-0.0571	-0.0132
Si	0.0569	0.0072	0.0088
Si	-0.033	0.0269	-0.0262
Si	0.0086	-0.0229	0.0276
Si	-0.0416	0.0179	-0.0465
Si	-0.0359	0.0426	-0.0555
Si	-0.0003	-0.0427	-0.012
Si	-0.0482	0.1275	0.0648
Si	0.0522	-0.0883	0.0293
Si	-0.0023	-0.0225	-0.077
Si	-0.0474	0.0741	0.0371
Si	0.0198	-0.0888	-0.0259
Si	-0.0785	0.1	0.06
Si	-0.1588	0.0685	0.0813
Si	0.1477	-0.0347	-0.0411
O	0.0187	0.0087	0.0553
O	0.0479	-0.0191	-0.0354
O	0.0461	-0.0418	-0.0432
O	0.0043	0.0059	0.0384
O	0.0079	-0.0075	-0.0397
O	0.0043	-0.0063	-0.0292
O	-0.0319	-0.008	0.1108
O	-0.031	-0.0051	0.1165
O	0.0008	0.0583	-0.0458
O	-0.0328	0.0372	0.0324
O	-0.0236	0.0166	-0.0413
O	-0.0108	-0.0051	-0.0588
O	0	-0.0046	-0.0321
O	0.0063	-0.0145	-0.059
O	-0.0221	0.0034	-0.0496
O	-0.0091	0.0112	-0.0497
O	0.0281	0.024	0.0978
O	-0.0414	0.0259	0.0176
O	-0.0289	-0.0136	0.0455
O	0.0337	-0.0071	0.0724
O	0.0007	-0.0215	-0.0253
O	0.0043	-0.009	-0.0148
O	-0.0224	-0.0452	0.083
O	-0.002	0.0184	0.07
Si	0.0265	0.0034	0.0228
Si	-0.0069	0.0085	0.0266
Si	0.0089	-0.0043	-0.0157
Si	-0.0061	-0.0004	-0.059
Si	-0.0251	-0.0119	-0.1327
Si	0.015	-0.0118	0.0188
Si	-0.003	-0.0183	0.0674
Si	-0.0015	0.0222	-0.0033
Si	-0.0127	-0.0175	0.0527
Si	0.0194	-0.0262	-0.066
Si	0.0037	-0.025	0.0317
Si	-0.0021	0.0027	-0.0147
Si	-0.016	-0.0217	0.0468
Si	-0.0127	0.0087	0.0237
Si	0.0121	-0.0022	0.0331
Si	-0.0067	-0.0214	-0.0215
Si	-0.0029	0.0351	0.0146
Si	-0.0337	0.0277	-0.0759
Si	-0.0115	-0.0326	0.0806
Si	-0.0129	0.0192	-0.0172
Si	-0.0113	-0.0075	-0.0551
Si	0.0099	-0.0012	-0.0425
Si	-0.0063	0.0059	-0.0252
Si	-0.0026	-0.0094	0.1043
Si	-0.0137	-0.0047	-0.0078
Si	-0.0116	-0.007	0.0106
Si	0.0133	-0.0161	0.033
Si	0.0045	0.016	-0.0262
Si	-0.0023	0.0261	0.004
Si	0.0224	-0.0125	0.0203
Si	0.065	0.0295	0.0748
Si	-0.0089	-0.0159	-0.0112
Si	-0.0082	-0.0088	0.1016
Si	0.0001	-0.0225	-0.0551
Si	-0.0125	0.0219	0.031
Si	0.0088	0.0132	0.0346
Si	-0.0052	0.0133	-0.0348
O	-0.0337	-0.0381	-0.0485
O	0.005	0.0007	0.0021
O	0.0094	0.0033	-0.0197
O	-0.0065	-0.008	0.0198
O	0.0178	0.0071	0.0482
O	-0.0009	0.0033	0.0019
O	0.004	0.0249	0.0238
O	0.0021	-0.0079	0.0299
O	-0.0001	0.0038	0.0009
O	-0.0109	0.0068	-0.0018
O	0.0079	0.0063	0.0046
O	-0.0382	0.0701	0.1059
O	-0.0082	-0.0048	0.0151
O	-0.007	0.0025	0.0054
O	0.0089	0.0083	-0.0171
O	-0.013	-0.007	0.0015
O	0.0053	0.0047	0.002
O	0.0023	0.0036	-0.0165
O	0.0025	0.0097	-0.0171
O	0.003	-0.0051	0.0434
O	0.0081	-0.006	-0.0259
O	-0.004	0.0038	-0.0041
O	0.0146	0.02	-0.0087
O	0.0094	-0.0114	-0.0156
O	0.0032	-0.0111	0.0285
O	0.0054	0.0044	0.0009
O	0.0191	0.0045	0.0147
O	0.0023	0.0121	-0.0464
O	0.0099	0.0004	-0.007
O	0.0042	0.0034	-0.0028
O	-0.009	-0.0012	-0.0166
O	0.0061	-0.0141	-0.0048
O	-0.0103	0.0057	-0.0013
O	-0.0067	-0.0055	-0.004
O	-0.0031	0.0014	-0.0078
O	0.0063	-0.0017	0.0042
O	0.0102	0.0107	-0.0359
O	0.044	0.0055	-0.0495
O	-0.0026	0.008	-0.003
O	0.0059	0.0127	-0.0257
O	0.0094	-0.0097	-0.0444
O	0.0176	-0.0334	-0.0409
O	0.0071	0.012	0.0163
O	-0.0095	-0.0047	-0.0022
O	0.0122	0	0.0154
O	-0.0045	0.0213	0.0001
O	0.0039	-0.0032	0.0024
O	-0.0011	-0.0034	0.0523
O	0.0125	0.0193	-0.0344
O	-0.0027	-0.0059	-0.0012
O	0.0156	0.015	0.0405
O	0.0079	0.0041	-0.0408
O	-0.0111	-0.0116	-0.0235
O	0.0062	-0.0116	0.0407
O	0.002	-0.0289	-0.0006
O	-0.0037	-0.0037	0.035
O	-0.0063	-0.0098	-0.0134
O	0.0029	-0.012	0.0213
O	-0.0002	-0.0099	-0.0046
O	0.0022	0.0021	-0.0141
O	-0.0003	-0.0046	-0.0095
O	0.0045	0.0019	0.0023
O	0.0181	0.0057	0.0919
O	0.0241	-0.0257	-0.0276
O	0.0024	0.008	-0.0413
O	-0.0061	-0.004	0

The program warned: the cutoff lies below the one the program advises for these potential files; the forces do not sum to zero within the program's tolerance; the exchange-correlation potential is rough where the density is thin.
